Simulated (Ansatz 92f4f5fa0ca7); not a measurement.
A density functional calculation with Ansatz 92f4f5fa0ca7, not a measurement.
Periodic cell of 240 atoms, Si148O92, from a study of silicon, its oxide and their interface. The atomic structure is a simulated model.
Doubt: the cutoff is far below the 930 eV that the study's wrapper takes by default for these files, so forces and energies are approximate.
This geometry differs little from another in the collection (a relaxation step or a small displacement).

Settings
functional: PBE
potential files: Ansatz PAW
basis: plane waves
wave-function cutoff: 580 eV
density cutoff ratio: 5
exchange-correlation grid ratio: 1
k mesh: 1 x 1 x 1, Gamma-centred
self-consistency stop: 5e-08 eV per atom in the density residual
occupations: fixed
spin: none
net charge: 0

Cell vectors (angstrom)
a 11.6015 0 0
b 0 10.938 0
c 0 0 32.6807

Atoms and the computed forces on them: element, x, y, z (angstrom), force x, y, z (eV/angstrom)
Si 0.2177 -0.1357 23.9673 0.025 0.0967 0.0345
Si 4.1324 0.4395 23.9204 0.0098 0.0848 -0.0177
Si 7.9867 0.2354 23.8196 -0.0638 0.095 0.0284
Si 1.9703 1.4553 23.8793 -0.0022 -0.107 0.0514
Si 6.1222 1.7794 23.889 0.0174 -0.0673 0.0456
Si 10.0251 1.411 23.9813 0.0123 -0.1142 0.0242
Si 0.0745 5.448 24.302 -0.0495 0.1279 -0.0622
Si 3.9462 5.5785 23.9198 -0.0492 0.0484 0.0735
Si 7.8698 5.8512 24.082 -0.0229 0.0563 0.0288
Si 1.9319 6.8491 24.0587 0.0908 -0.0675 0.0104
Si 5.7898 7.0413 24.0977 0.0286 -0.0625 -0.0216
Si 9.9266 6.9936 24.0498 0.0063 -0.0538 0.0571
Si 2.0318 2.727 25.9169 0.0098 -0.0832 -0.0384
Si 5.9646 2.9177 25.9421 -0.0563 -0.0861 -0.0535
Si 9.7478 2.7787 25.9359 -0.026 -0.0479 -0.0241
Si 0.0975 4.0435 26.115 -0.0093 0.0266 0.0013
Si 3.9368 4.1445 25.849 0.0087 0.0866 -0.0262
Si 7.8769 4.2904 25.9379 0.019 0.0578 -0.0483
Si 2.1092 8.3037 25.9257 0.0039 -0.091 -0.0287
Si 5.8877 8.4106 25.9803 -0.0324 -0.0573 -0.0357
Si 9.7786 8.3523 25.9497 -0.0561 -0.0937 -0.027
Si 0.1545 9.5901 25.9742 0.0067 0.0747 -0.0231
Si 3.9769 9.8123 25.8533 0.0021 0.0268 -0.0209
Si 7.8521 9.7349 25.8141 0.0481 0.0992 -0.028
Si 0.0681 0.0573 27.8617 -0.0283 -0.0617 0.0165
Si 3.9381 0.0658 27.8707 0.0118 -0.031 0.0237
Si 7.7804 0.0389 27.8343 0.0044 -0.0465 0.0058
Si 2.0061 1.3872 27.8593 0.0098 0.0336 0.0096
Si 5.8725 1.4294 27.8205 -0.0086 0.0499 -0.0048
Si 9.7055 1.3811 27.8446 0.0139 0.0405 0.0211
Si 0.0753 5.5469 27.9028 0.0321 -0.0508 0.0219
Si 3.9406 5.491 27.8214 0.0112 -0.0603 -0.0025
Si 7.809 5.5523 27.8961 -0.0095 -0.0393 0.0443
Si 2.0409 6.8758 27.834 -0.0402 0.0472 0.0255
Si 5.8588 6.8952 27.8318 0.0101 0.0504 0.0163
Si 9.7321 6.8928 27.8381 0.0224 0.0645 -0.0056
Si 1.9336 2.7345 29.7814 0.041 0.1763 -0.0045
Si 5.8008 2.7345 29.7814 0.0624 0.1428 -0.0034
Si 9.6679 2.7345 29.7814 0.0341 0.0961 -0.0874
Si 0 4.1018 29.7814 0.0805 0.2083 0.1805
Si 3.8672 4.1018 29.7814 0.1119 0.0884 -0.1559
Si 7.7343 4.1018 29.7814 0.0196 0.1427 0.0753
Si 1.9336 8.2035 29.7814 0.1019 0.0982 -0.0264
Si 5.8008 8.2035 29.7814 0.0055 0.0834 0.1412
Si 9.6679 8.2035 29.7814 0.0923 0.1867 0.0542
Si 0 9.5708 29.7814 0.0235 0.102 -0.063
Si 3.8672 9.5708 29.7814 0.1171 0.0818 -0.0443
Si 7.7343 9.5708 29.7814 -0.0028 0.0722 -0.2114
Si 0 0 31.715 0.0228 0.0587 -0.0316
Si 3.8672 0 31.715 0.0085 0.0733 -0.0194
Si 7.7343 0 31.715 -0.0146 0.0347 -0.0741
Si 1.9336 1.3673 31.715 -0.005 -0.0226 0.0279
Si 5.8008 1.3673 31.715 0.0076 -0.0759 0.0255
Si 9.6679 1.3673 31.715 -0.0041 -0.0315 0.0369
Si 0 5.469 31.715 0.0024 -0.0465 0.0021
Si 3.8672 5.469 31.715 0.0017 0.1121 -0.0068
Si 7.7343 5.469 31.715 0.0031 0.0293 0.0018
Si 1.9336 6.8362 31.715 -0.0001 -0.0355 0.0108
Si 5.8008 6.8362 31.715 0.0077 -0.0574 0.0298
Si 9.6679 6.8362 31.715 -0.0092 -0.0352 0.0219
Si 1.9336 2.7345 0.9679 -0.0049 -0.1083 0.0185
Si 5.8008 2.7345 0.9679 -0.1193 -0.0464 0.0372
Si 9.6679 2.7345 0.9679 -0.0059 -0.08 0.0132
Si 0 4.1018 0.9679 -0.0817 -0.0794 -0.0782
Si 3.8672 4.1018 0.9679 -0.0254 -0.1277 0.0314
Si 7.7343 4.1018 0.9679 -0.0899 -0.1098 0.0996
Si 1.9336 8.2035 0.9679 -0.0249 -0.1538 0.0903
Si 5.8008 8.2035 0.9679 -0.1049 -0.1908 0.1814
Si 9.6679 8.2035 0.9679 -0.0612 -0.1695 -0.0046
Si 0 9.5708 0.9679 -0.0971 -0.1379 0.0975
Si 3.8672 9.5708 0.9679 0.0044 -0.1546 0.0527
Si 7.7343 9.5708 0.9679 -0.0243 -0.1597 -0.1626
Si -0.0488 -0.0397 2.9229 -0.0173 -0.0543 -0.0294
Si 3.8189 -0.0632 2.9337 0.0021 -0.0542 0.0036
Si 7.6618 0.0023 2.8592 0.0343 -0.0435 -0.0406
Si 1.886 1.2843 2.8597 0.0029 0.0538 -0.0213
Si 5.7393 1.3268 2.8923 -0.0259 0.0523 -0.0137
Si 9.6135 1.3286 2.8889 -0.0062 0.0534 -0.0014
Si -0.0655 5.4279 2.9031 0.0145 -0.0516 0.0079
Si 3.8006 5.4002 2.9422 -0.0107 -0.0551 0.0151
Si 7.6574 5.4185 2.9308 0.0022 -0.0491 0.0191
Si 1.8763 6.7696 2.887 -0.0024 0.0595 -0.0135
Si 5.7256 6.7842 2.9217 -0.0078 0.0477 -0.0332
Si 9.5894 6.7762 2.8835 -0.0291 0.0498 -0.0192
Si 1.811 2.5363 4.8286 0.0242 -0.0734 0.038
Si 5.7248 2.6171 4.8671 0.0184 -0.0973 0.0419
Si 9.5612 2.6467 4.844 -0.0114 -0.0577 0.0236
Si -0.0629 3.9658 4.7739 -0.0123 0.0615 -0.0032
Si 3.7605 3.8758 4.8113 0.0045 0.0929 -0.0298
Si 7.6238 4.0566 4.9002 0.0219 0.0909 0.0057
Si 1.8395 8.0389 4.8684 -0.0249 -0.0909 0.0021
Si 5.6996 8.102 4.8885 -0.0031 -0.0846 0.0428
Si 9.5284 8.238 4.7292 -0.0068 -0.0777 -0.0416
Si -0.0921 9.4373 4.8078 0.0767 0.1069 0.0444
Si 3.7469 9.4563 4.8681 -0.0092 0.0801 0.0177
Si 7.5732 9.5451 4.7384 -0.0075 0.0519 0.0084
Si -0.2544 -0.3258 6.848 -0.0084 0.144 -0.0894
Si 3.6398 -0.1527 6.8556 0.0368 0.1071 0.014
Si 7.4769 -0.1243 6.7099 -0.0428 0.1559 0.0522
Si 1.6128 1.1021 6.7552 -0.0263 -0.1138 -0.0855
Si 5.5538 1.2674 6.852 0.0104 -0.1105 -0.0666
Si 9.4702 1.1895 6.7655 0.0169 -0.1449 0.0225
Si -0.1798 5.3734 6.6503 0.0985 0.1267 -0.0114
Si 3.8197 5.1389 6.7638 -0.0198 0.0903 -0.0227
Si 7.7169 5.4913 6.8543 -0.0638 0.0916 -0.0231
Si 1.9224 6.5637 6.8041 -0.0312 -0.0903 -0.033
Si 5.5851 6.6893 6.8707 0.0777 -0.0644 -0.0443
Si 9.618 6.8637 6.5905 -0.0349 -0.135 0.0284
O 7.3726 9.5418 7.8324 0.0217 -0.0424 -0.0309
O 3.909 4.3502 8.2504 0.008 -0.058 0.0373
O -0.2191 9.6377 8.2241 -0.024 -0.1123 0.0894
O 9.8388 7.483 8.1249 0.0194 0.03 0.0113
O 5.497 2.2263 8.2227 -0.0444 0.0762 0.0571
O 1.2343 2.1209 8.0249 0.0144 0.0274 0.0463
O 4.9993 7.5332 8.204 -0.056 0.0344 0.0177
O 2.2557 7.5325 8.1288 0.0379 0.038 0.0099
O 9.4573 2.1902 8.0926 0.0008 0.0858 -0.0129
O 3.653 9.8276 8.2325 0.0022 -0.0552 0.0004
O 8.1524 4.54 8.1723 0.0722 -0.05 0.0002
O 10.8884 4.4685 7.9473 -0.0365 -0.0364 -0.0112
O 1.5322 7.656 22.6439 -0.0493 0.0071 -0.0013
O 6.2669 2.8953 22.6344 0.0062 0.085 -0.0427
O 8.0331 4.9297 22.7265 -0.0018 -0.024 0.0004
O 10.4429 2.2909 22.6198 0.0153 0.0427 -0.0116
O 4.3835 10.4738 22.5674 0.0337 -0.0282 0.041
O 1.5316 2.4243 22.5731 -0.0476 0.0662 -0.0301
O 4.1217 4.7966 22.4489 0.012 -0.0221 -0.0632
O 0.0447 4.6504 22.847 0.0136 -0.0452 0.0345
O 5.5413 8.0377 22.7933 -0.0391 0.0636 0.0044
O 0.1971 9.9439 22.5165 -0.0149 -0.0619 -0.0269
O 10.3959 7.7083 22.5967 0.0352 0.0177 -0.0173
O 8.1387 10.2776 22.4061 0.0086 -0.0418 -0.0623
Si 3.7968 4.9516 20.8544 0.0008 -0.02 -0.0072
Si 5.0562 5.6052 16.4591 0.0081 -0.013 0.0183
Si 3.3974 8.7208 11.8655 0.0137 0.0113 0.0296
Si 4.4608 3.0968 9.1485 0.0088 -0.0235 -0.0417
Si 0.1912 8.3732 22.0134 -0.018 0.0312 0.0231
Si 1.3321 0.2644 11.8991 -0.001 -0.008 0.053
Si 3.4064 1.6766 13.5876 -0.009 -0.01 -0.0078
Si 3.6102 -2.6785 8.7197 0.0073 0.0219 -0.0214
Si 4.9762 9.1882 21.7997 0.0082 -0.0051 0.0308
Si 9.5465 3.751 8.5596 -0.0438 -0.0439 -0.0145
Si 20.5055 9.6869 18.2692 0.0024 0.0188 0.0033
Si 0.6827 8.7537 16.1327 -0.0129 -0.0211 0.0004
Si -1.3172 12.2646 12.5659 0.0022 -0.0036 0.0271
Si 15.5046 18.6696 19.6195 -0.0266 -0.0027 -0.0151
Si -14.8355 1.8375 15.0532 0.0371 0.0017 0.0099
Si 7.6467 10.2266 20.8463 -0.0173 -0.0124 -0.0111
Si 6.461 -1.8186 11.9916 -0.003 0.0214 0.0275
Si 13.052 2.5766 17.2738 -0.0155 0.0217 0.0087
Si 10.4733 8.5979 9.1261 0.0047 0.045 -0.0212
Si 1.7953 17.9669 13.8216 0.0082 0.0167 0.0055
Si 2.5761 15.2033 15.117 -0.005 -0.0029 0.0039
Si 1.5971 13.0534 9.6105 0.0403 0.0199 0.0139
Si 22.6392 6.9787 11.7376 0.0035 -0.0151 0.046
Si 7.9894 13.1094 19.6821 -0.0171 0.0175 -0.0067
Si 5.6365 2.8605 11.9546 0.0199 -0.0132 0.0318
Si 1.0445 4.4813 19.6741 0.0078 0.0033 -0.0261
Si 11.0937 3.8394 11.0852 -0.002 -0.0056 0.0731
Si 11.7233 14.1285 22.1433 0.0134 -0.0049 0.0009
Si 7.6504 9.6789 9.4297 -0.0068 0.0086 -0.0312
Si 7.1937 10.3983 16.0924 0.0101 0.0134 -0.0009
Si 10.1355 12.28 17.6586 -0.0309 0.0038 -0.0094
Si 19.933 7.0037 13.3287 -0.0079 0.0193 -0.0006
Si 7.7422 0.7841 11.2955 -0.019 -0.0189 0.0243
Si 4.7575 8.6776 16.9402 0.0043 -0.0114 0.0142
Si 7.2508 3.9101 21.7704 -0.0305 -0.0245 0.0172
Si 14.3041 10.9769 16.1604 -0.0034 0.0101 -0.0246
Si 5.856 4.1735 19.2177 0.0048 -0.0033 -0.0054
Si 20.9039 8.4391 15.7621 0.0125 -0.0008 -0.0174
Si 0.8455 -3.5018 19.0433 0.0099 -0.0122 -0.0167
Si -4.6884 4.5107 14.1211 -0.0168 -0.0014 0.0161
O -3.7808 -7.6167 14.7446 0.0039 -0.0103 0.0023
O 13.3493 3.5862 18.5112 -0.005 -0.0182 -0.0057
O 9.7443 3.743 10.1693 0.0127 0.0041 0.0067
O 12.0263 8.1957 17.6573 0.0013 0.0111 -0.0154
O 17.7902 16.2503 15.3328 0.0053 -0.0014 -0.0132
O 9.5299 7.2965 12.2699 -0.0088 -0.0016 -0.0172
O 0.3491 5.856 19.0751 -0.0037 -0.0112 0.0153
O 13.6987 1.4718 12.6622 0.0286 0.0173 -0.009
O 10.1861 10.6616 17.9418 -0.0064 0.0097 0.0053
O 7.42 11.7003 20.2262 -0.0004 0.0082 0.0171
O 16.2286 18.1157 16.313 0.0022 0.0056 -0.0039
O 10.8438 -2.2182 15.3983 -0.0028 0.0015 -0.006
O 12.974 3.5077 15.9264 0.0005 0.003 -0.0088
O 9.3539 11.8748 11.2927 0.0155 0.0073 -0.0187
O 4.3953 -7.1743 19.8753 0.0086 -0.0008 0.0039
O 13.8053 9.8351 12.0018 0.0011 0.002 -0.0311
O -2.8087 -3.768 14.8953 0.0058 -0.0011 0.0105
O 3.7246 8.7489 20.8667 -0.0025 -0.0073 -0.003
O 18.7044 13.1473 11.6943 -0.0217 0.0122 -0.0348
O 4.4328 6.3375 20.2577 -0.0056 0.0131 0.01
O 2.1863 4.9841 20.719 -0.0138 0.0049 0.0151
O 8.7008 9.4187 19.8677 -0.0057 0.0191 0.0115
O 1.6894 7.7988 15.2626 -0.0044 0.0033 0.0022
O 10.8923 2.8402 12.3701 -0.0006 0.0028 -0.02
O 11.2791 7.8646 10.3631 0.0033 -0.0124 -0.0087
O 9.3862 12.9958 18.8984 0.0055 -0.021 0.0088
O 7.8948 5.4514 13.2324 -0.0012 -0.0077 -0.0164
O 18.8221 -0.4013 12.3098 -0.0041 -0.0053 -0.0243
O 6.723 8.7391 10.4014 -0.0107 -0.003 -0.0128
O 11.4674 11.1226 12.6301 0.0008 0.0083 -0.0259
O 5.9216 9.4093 16.0703 -0.0192 -0.0022 0.0002
O 7.3165 0.3118 9.7863 0.0173 0.021 0.0283
O 5.1647 3.5573 10.5498 0.0065 -0.01 0.0023
O -2.2661 1.8113 16.3415 -0.0145 0.0085 -0.0046
O 6.7922 2.8903 18.7969 -0.0014 -0.0129 0.0211
O 7.0641 7.9671 12.9665 0.0165 -0.0219 -0.0081
O 0.2705 8.2234 20.3749 -0.0014 -0.0007 -0.0038
O 7.6022 -0.4218 17.6814 -0.0088 -0.0081 0.0023
O 9.2142 9.3956 9.782 0.0202 0.0016 -0.0289
O 1.1319 11.6581 10.336 -0.0025 -0.0063 -0.0267
O 14.1802 12.3257 17.0975 0.0026 -0.0069 0.0162
O 3.3299 14.0997 14.2101 0.0001 0.004 -0.0121
O 16.4672 9.3112 12.2649 0.0025 0.0028 -0.0244
O 5.672 16.0944 17.9205 -0.0147 0.0183 -0.0146
O 4.6958 12.6046 12.5797 -0.0194 0.005 -0.0068
O 9.3098 12.2175 13.8559 -0.0054 0.0124 0.0127
O 3.4797 8.1706 10.3358 -0.0006 0.0003 0.0215
O 2.4669 7.4681 18.9378 -0.001 -0.0025 0.0108
O 3.6737 4.7867 16.2041 0.0016 0.0044 0.0027
O 3.5358 9.7533 16.8443 0.002 0.0081 0.0045
O 1.2147 10.3032 16.0073 0.0072 0.0019 -0.0043
O 3.2208 2.1784 9.6794 -0.0469 0.0135 -0.0392
O 13.5776 16.3798 14.1649 -0.0031 -0.0056 -0.006
O 8.3684 3.0323 21.0024 0.0157 -0.0537 -0.0239
O 7.029 -10.0203 15.3784 0.0017 -0.0064 0.0004
O -3.1671 20.6665 15.274 -0.0033 -0.0032 -0.0072
O 5.7694 4.009 13.086 0.008 0.0123 -0.0072
O 0.8604 3.39 10.3044 0.0117 -0.0037 -0.0457
O 6.2002 9.5166 20.7925 0.0273 -0.0038 0.0147
O 6.5745 4.8097 20.5696 -0.0064 0.0136 0.0083
O 11.2759 5.3886 11.5062 0.0036 0.0121 -0.0354
O 9.0662 19.2336 17.3974 -0.0026 -0.0115 0.0057
O 4.9526 8.3688 18.5363 0.01 0.0132 -0.0333
O 3.4096 11.4444 14.7467 -0.0046 -0.0041 0.0144
O 3.0801 7.5303 12.94 -0.0133 -0.0179 -0.003
O 11.6436 12.7931 17.5428 0.0141 0.0114 0.0109
O 0.4809 -3.5706 12.9209 0.0102 -0.0027 -0.0108
O 11.6553 14.4351 20.5351 0.0072 0.012 -0.0126

Results
free energy: -146404.480 eV
free energy less fixed offsets of O -568.88, Si -635.61 eV per atom: 2.760 eV

The program warned: the cutoff lies below the one the program advises for these potential files; the forces do not sum to zero within the program's tolerance; the exchange-correlation potential is rough where the density is thin.
